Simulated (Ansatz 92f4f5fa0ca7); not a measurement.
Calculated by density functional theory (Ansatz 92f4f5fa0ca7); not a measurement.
Periodic cell of 208 atoms, Si128O80, from a study of silicon, its oxide and their interface. The atomic structure is a simulated model.
Doubt: the cutoff is far below the 930 eV that the study's wrapper takes by default for these files, so forces and energies are approximate.
This geometry differs little from another in the collection (a relaxation step or a small displacement).

Settings: functional PBE; potential files Ansatz PAW; basis plane waves; wave-function cutoff 580 eV; density cutoff ratio 5; exchange-correlation grid ratio 1; k mesh 1 x 1 x 1, Gamma-centred; self-consistency stop 5e-08 eV per atom in the density residual; occupations fixed; spin none; net charge 0.

Cell vectors (angstrom)
a, 10.938, 0, 0
b, 0, 10.938, 0
c, 2.8891, 4.7089, 30.2441

Atoms: element, x, y, z (angstrom)
Si, 3.8105, 3.8907, 22.6887
Si, 6.7603, 6.2119, 22.7552
Si, 4.4473, 8.3686, 22.6873
Si, 7.0452, 0.2755, 22.8995
Si, -1.3173, 2.6213, 22.5323
Si, 2.0096, 5.622, 22.683
Si, 9.3957, 9.1226, 22.8818
Si, 1.1527, 0.6892, 22.7346
Si, 5.5356, 4.7035, 24.0969
Si, 8.3121, 7.4133, 24.081
Si, 5.4773, -0.9241, 24.0848
Si, 8.2185, 1.8021, 24.1839
Si, 0.3004, 4.8227, 24.1222
Si, 2.8833, 7.3207, 24.0712
Si, 11.0273, 10.1694, 24.2115
Si, 2.8363, 2.0071, 23.8756
Si, 4.2614, 6.0753, 25.5121
Si, 6.9694, 8.7918, 25.4697
Si, 4.2008, 0.6289, 25.3636
Si, 6.9607, 3.3532, 25.4343
Si, 9.7521, 6.1069, 25.4502
Si, 12.4792, 8.7704, 25.435
Si, 9.7052, 11.5482, 25.5447
Si, 1.5612, 3.3156, 25.4412
Si, 2.8891, 4.7089, 26.8258
Si, 5.6236, 7.4434, 26.8258
Si, 2.8891, -0.7601, 26.8258
Si, 5.6236, 1.9744, 26.8258
Si, 8.3581, 4.7089, 26.8258
Si, 11.0926, 7.4434, 26.8258
Si, 8.3581, 10.1779, 26.8258
Si, 11.0926, 1.9744, 26.8258
Si, 1.3673, -1.3673, 3.418
Si, 4.1018, 1.3673, 3.418
Si, 1.3673, 4.1018, 3.418
Si, 4.1018, -4.1018, 3.418
Si, 6.8362, -1.3673, 3.418
Si, -1.3673, 1.3673, 3.418
Si, 6.8362, 4.1018, 3.418
Si, -1.3673, -4.1018, 3.418
Si, 2.6874, 0.0795, 4.7601
Si, 5.5106, 2.6757, 4.7965
Si, 2.8137, 5.4536, 4.7629
Si, 5.4112, -2.7305, 4.8083
Si, -2.7249, -0.0119, 4.7873
Si, -0.0666, 2.7963, 4.7552
Si, 8.2391, 5.52, 4.8895
Si, 0.085, -2.8681, 4.7294
Si, 1.4484, 1.6189, 6.0686
Si, 4.1901, 4.0946, 6.1319
Si, 1.431, -4.2309, 6.1787
Si, 4.014, -1.2845, 6.1014
Si, -4.0458, 1.3566, 6.228
Si, -1.281, 4.1402, 6.3042
Si, 6.7114, -4.1379, 6.2317
Si, -1.2886, -1.4697, 5.9623
Si, -0.0322, -0.5218, 7.5971
Si, 2.4677, 3.2282, 7.4087
Si, 0.6595, -6.026, 7.5549
Si, 2.4499, -2.4841, 7.384
Si, 5.555, -0.1415, 7.4946
Si, -2.8586, 2.9344, 7.5983
Si, 5.7509, 5.13, 7.5482
Si, -3.4238, -2.6623, 7.8757
Si, 4.2564, 3.3417, 28.1931
Si, 6.9909, 6.0762, 28.1931
Si, 4.2564, -2.1273, 28.1931
Si, 6.9909, 0.6072, 28.1931
Si, 9.7254, 3.3417, 28.1931
Si, 12.4599, 6.0762, 28.1931
Si, 9.7254, 8.8107, 28.1931
Si, 1.5219, 0.6072, 28.1931
Si, 5.6236, 4.7089, 29.5603
Si, 8.3581, 7.4434, 29.5603
Si, 5.6236, -0.7601, 29.5603
Si, 8.3581, 1.9744, 29.5603
Si, 11.0926, 4.7089, 29.5603
Si, 2.8891, 7.4434, 29.5603
Si, 0.1546, -0.7601, 29.5603
Si, 2.8891, 1.9744, 29.5603
Si, 1.3673, 1.3673, 0.6835
Si, 4.1018, 4.1018, 0.6835
Si, 1.3673, -4.1018, 0.6835
Si, 4.1018, -1.3673, 0.6835
Si, 6.8362, 1.3673, 0.6835
Si, -1.3673, 4.1018, 0.6835
Si, 6.8362, -4.1018, 0.6835
Si, 9.5708, -1.3673, 0.6835
Si, 0, 0, 2.0507
Si, 2.7345, 2.7345, 2.0507
Si, 0, -5.469, 2.0507
Si, 2.7345, -2.7345, 2.0507
Si, 5.469, 0, 2.0507
Si, 8.2035, 2.7345, 2.0507
Si, 5.469, 5.469, 2.0507
Si, 8.2035, -2.7345, 2.0507
Si, 3.3182, 6.0964, 15.6599
Si, -1.3525, 1.0571, 9.7465
Si, 1.0865, -0.8923, 18.1705
Si, 4.0829, 4.4176, 13.3206
Si, 0.4037, 6.0046, 20.0174
Si, 7.5843, 0.0269, 11.982
Si, 3.6427, 1.3001, 9.6443
Si, 4.7333, 3.5199, 19.5981
Si, 2.1481, 4.3474, 17.9712
Si, 3.9106, -4.1972, 9.5788
Si, 10.0475, 8.8054, 19.8932
Si, 7.4114, 1.4802, 16.649
Si, 2.0284, 1.5665, 16.4345
Si, 0.8305, -4.0268, 13.9223
Si, 10.2614, 8.5253, 16.1369
Si, 5.3924, -3.869, 12.2011
Si, 7.3016, 9.8159, 18.5956
Si, 4.9437, 1.6175, 12.5209
Si, 7.509, 7.4074, 16.7891
Si, 9.1093, 0.1407, 14.6176
Si, 1.0073, -5.2622, 9.7774
Si, 7.8526, -2.81, 10.977
Si, 5.494, 0.7192, 20.2713
Si, 4.7228, 0.4149, 15.3162
Si, 1.1968, 0.2408, 10.8733
Si, 5.358, 8.249, 15.0307
Si, 0.7413, 1.4465, 13.4961
Si, 7.1455, 4.4638, 17.992
Si, 0.9864, 4.3031, 12.5099
Si, 2.9116, -0.826, 20.6035
Si, 0.0543, -2.7324, 11.2409
Si, 8.6493, 4.6456, 20.6609
O, 1.1913, -1.5679, 7.9626
O, 4.577, 3.7284, 21.2107
O, 3.4047, -2.9858, 8.6238
O, -0.8128, 4.0007, 23.2274
O, 7.351, 3.025, 17.2147
O, 5.6426, 7.3192, 22.1968
O, 10.9128, 1.6891, 22.1092
O, 8.9597, -2.4177, 7.1621
O, 0.4929, -1.2191, 10.8832
O, 10.8287, 7.4362, 19.3763
O, 6.0538, 1.2033, 15.8021
O, 6.6003, -1.3014, 8.0461
O, 0.9018, 4.9788, 18.8319
O, 6.4016, 1.1182, 12.0465
O, -1.551, -2.7972, 11.5345
O, 6.3816, 1.0483, 21.5984
O, 7.6765, 0.2424, 17.7285
O, 6.982, -3.8992, 11.8239
O, 5.0708, -5.1161, 8.8833
O, 1.6003, 6.153, 21.1424
O, 5.4188, 2.0478, 19.3265
O, 2.4362, 9.7188, 19.0731
O, 4.0987, 1.7548, 11.137
O, 3.0128, 2.5923, 8.8577
O, 10.073, 5.3999, 20.8274
O, -1.1648, -0.2671, 8.7839
O, 2.4951, 0.1657, 9.8942
O, 0.6507, 8.928, 17.0297
O, 1.6641, -0.289, 21.5065
O, 1.7724, 3.0775, 17.0103
O, 8.3461, 4.589, 19.0743
O, 6.9058, 4.0366, 8.0688
O, -3.1347, -3.2138, 9.3928
O, 5.7215, 4.5435, 18.8023
O, -0.5752, 0.5494, 13.6981
O, 10.144, 8.6332, 21.5061
O, 0.1616, 1.3871, 10.2879
O, 3.6661, 8.8436, 21.3052
O, 8.7985, 3.0999, 21.1901
O, 0.377, -3.7598, 10.0086
O, 5.0893, -2.8289, 13.4239
O, 2.65, -5.174, 9.9121
O, 3.9394, 0.4327, 20.6376
O, 8.6342, 1.3916, 15.5572
O, 9.5205, 9.8674, 15.6094
O, 0.9347, -3.1566, 12.5506
O, 4.8656, 0.6424, 8.7796
O, 4.4792, 7.1956, 15.9258
O, 0.6094, -9.9865, 7.344
O, 6.7609, 8.5092, 17.7654
O, 1.2261, 0.5447, 17.4218
O, 4.5044, -3.4478, 10.8968
O, 10.8221, -0.8382, 19.2665
O, 2.6976, 5.5963, 17.0734
O, 7.4855, 5.4714, 21.4655
O, 4.389, 0.6455, 13.7235
O, 3.8926, 4.7628, 14.9058
O, 8.5065, 9.1441, 19.4794
O, 6.0873, -0.6142, 19.5567
O, 7.9853, -0.3313, 13.5307
O, 6.9256, 7.8277, 15.3098
O, 3.2463, 3.7327, 18.9975
O, 3.5587, 1.0079, 16.3085
O, 4.9925, 3.0905, 13.1956
O, 0.5346, 4.6684, 10.9822
O, 7.1467, -1.3537, 11.2342
O, 8.2514, -0.7309, 22.3727
O, -2.1069, 2.2681, 8.9293
O, -2.1881, 0.7087, 11.0885
O, 0.3092, 2.9009, 12.9326
O, 10.6855, 7.5934, 14.893
O, 9.1252, 7.6565, 16.9336
O, 2.2627, 6.862, 14.6792
O, 1.6535, 0.6756, 12.3825
O, 0.3676, -5.5398, 13.5506
O, 1.4928, 1.5858, 14.9103
O, 2.6168, 4.2319, 12.6257
O, 7.2081, 5.8147, 17.0575
O, 4.947, -5.3638, 12.6053
O, 4.9397, 9.7477, 15.5157

Results
free energy: -126869.814 eV
free energy less fixed offsets of O -568.88, Si -635.61 eV per atom: -1.334 eV

Forces (eV/angstrom), in the order of the atoms: element, x, y, z
Si, -0.0308, 0.021, -0.0015
Si, 0.0191, -0.0095, 0.0044
Si, -0.0045, 0.0399, 0.0312
Si, -0.0199, -0.01, 0.0127
Si, -0.0022, 0.0067, -0.0138
Si, 0.0092, -0.0382, 0.026
Si, -0.0058, -0.0291, 0.012
Si, 0.0184, -0.0032, 0.02
Si, 0.0042, -0.009, 0.0055
Si, 0.0157, -0.0075, -0.004
Si, -0.0178, 0.0016, -0.0173
Si, -0.0048, 0.0148, -0.0026
Si, 0.0513, -0.0382, 0.0081
Si, -0.0152, 0.0113, -0.0004
Si, 0.0097, 0.0075, 0.0005
Si, -0.0068, -0.0146, 0.0024
Si, -0.0077, -0.0141, 0.0047
Si, 0.0098, 0.0061, 0.0347
Si, 0.0103, 0.0011, -0.0005
Si, -0.0002, -0.0056, 0.0042
Si, -0.001, 0.0287, -0.0077
Si, 0.0052, -0.0004, -0.0018
Si, -0.0016, -0.0115, 0.0257
Si, -0.0151, 0.0312, -0.0131
Si, 0.0618, -0.2082, 0.2097
Si, 0.0382, 0.025, 0.4005
Si, -0.0395, 0.1004, -0.4151
Si, -0.2035, -0.1454, -0.385
Si, 0.1138, 0.0548, -0.357
Si, 0.0654, 0.1782, 0.1394
Si, -0.2915, -0.2156, 0.3827
Si, 0.1685, 0.2423, 0.1839
Si, 0.1316, -0.0351, -0.0289
Si, 0.1159, 0.1201, -0.2661
Si, 0.1054, 0.2113, -0.0436
Si, 0.096, 0.1336, -0.3552
Si, -0.1941, -0.1016, 0.2102
Si, -0.1188, -0.0043, -0.0992
Si, 0.3234, 0.1283, 0.5842
Si, -0.1071, -0.3324, -0.217
Si, 0.0141, -0.0103, -0.0146
Si, -0.025, -0.0048, -0.0063
Si, 0.0142, -0.0092, -0.0119
Si, -0.0018, 0.0083, -0.0163
Si, -0.0167, 0.0026, 0.0098
Si, -0.0168, -0.0054, -0.0125
Si, 0.0091, 0.0108, -0.0277
Si, -0.0009, 0.0018, 0.0036
Si, 0.0075, 0.0347, 0.0185
Si, 0.0114, 0.0205, 0.0661
Si, -0.0028, 0.0162, -0.0119
Si, 0.0118, 0.0101, -0.0147
Si, 0.0159, -0.019, -0.0231
Si, 0.0311, 0.0016, -0.0224
Si, -0.0017, -0.0073, 0.0371
Si, 0.0007, 0.0064, 0.0157
Si, -0.0348, -0.0137, -0.0002
Si, 0.006, 0.0197, -0.0492
Si, 0.014, -0.0202, 0.0184
Si, -0.011, -0.0103, 0.0114
Si, 0.0041, -0.0042, -0.001
Si, -0.0137, -0.0189, 0.0548
Si, -0.0925, -0.0464, -0.1351
Si, -0.006, -0.0057, -0.0248
Si, -0.0772, 0.0383, 0.0032
Si, -0.0405, 0.0512, 0.0001
Si, 0.137, 0.0219, 0.0025
Si, -0.0367, -0.1148, -0.0356
Si, 0.0555, -0.0102, -0.0126
Si, -0.047, -0.0897, -0.0336
Si, -0.0029, 0.0096, 0.0253
Si, -0.1085, -0.0447, -0.0071
Si, 0.0581, -0.0762, -0.0222
Si, 0.0205, -0.0547, -0.0028
Si, -0.0073, 0.0657, 0.0174
Si, -0.0309, 0.0163, -0.0238
Si, -0.0273, 0.0569, -0.0068
Si, -0.081, 0.0032, -0.0344
Si, -0.0183, 0.0349, 0.0058
Si, 0.0738, -0.0366, -0.0204
Si, 0.0764, -0.0147, 0.0059
Si, -0.0293, -0.02, 0.0092
Si, -0.0713, 0.0032, 0.0209
Si, 0.0074, -0.0029, 0.0082
Si, -0.0266, 0.023, 0.0326
Si, 0.0564, -0.03, 0.002
Si, 0.0321, -0.0427, 0.0101
Si, -0.0546, 0.0069, 0.0002
Si, -0.0692, -0.0491, 0.0203
Si, 0.0592, 0.0211, 0.0139
Si, -0.0298, -0.0084, -0.056
Si, 0.0918, 0.0782, -0.0406
Si, -0.0835, -0.0687, -0.0059
Si, -0.0096, -0.0307, -0.0112
Si, 0.0485, 0.1278, 0.0433
Si, 0.0018, 0.006, 0.0561
Si, -0.0087, -0.0027, 0.0007
Si, -0.0178, -0.0034, 0.009
Si, 0.0114, -0.0017, -0.003
Si, -0.0057, -0.0019, 0.0004
Si, 0.0063, 0.0103, 0.0108
Si, 0.0135, 0.0034, 0.003
Si, 0.0043, 0.0156, 0.0027
Si, 0.0063, -0.0038, 0.0127
Si, -0.0039, 0.0037, 0.0008
Si, 0.0029, -0.0105, 0.0148
Si, 0.0101, -0.0164, -0.0016
Si, 0.0015, -0.0012, -0.0118
Si, -0.011, -0.0106, 0.0009
Si, -0.0097, 0.0108, 0.0081
Si, -0.0013, 0.0012, -0.0164
Si, -0.0072, 0.0012, -0.0041
Si, -0.0018, 0.0002, -0.0084
Si, -0.0055, -0.0011, 0.0003
Si, -0.0027, -0.0009, -0.0072
Si, -0.0048, -0.0058, 0.0005
Si, 0.0087, 0.0172, 0.0186
Si, 0.0105, -0.0021, -0.0011
Si, -0.0068, 0.0045, -0.0044
Si, 0.0047, 0.0085, -0.0044
Si, -0.0077, -0.0054, 0.0053
Si, 0.0039, -0.0002, -0.0036
Si, -0.0025, -0.0027, 0.0136
Si, 0.0068, -0.0004, -0.0017
Si, -0.0001, 0.0003, 0.0045
Si, -0.0095, -0.0035, -0.0018
Si, -0.0046, -0.0007, 0.0109
Si, -0.0087, -0.0126, -0.001
O, 0.0138, -0.0146, -0.0018
O, 0.002, -0.0009, -0.0221
O, 0.0067, -0.006, 0.0046
O, -0.0295, 0.0116, 0.0115
O, -0.0005, -0.0083, 0.0041
O, -0.0021, 0.0023, -0.0183
O, 0.0028, -0.0035, -0.0133
O, 0.0337, 0.0185, 0.0009
O, 0.0019, -0.0036, 0.0007
O, -0.0073, 0.0072, 0.009
O, -0.0109, -0.0073, 0.0006
O, -0.0096, 0.0281, 0.0075
O, 0.0081, -0.012, -0.0032
O, -0.0045, 0.0018, -0.0065
O, 0.0153, -0.0032, -0.0062
O, -0.0073, 0.0081, -0.0118
O, -0.0022, 0.0104, 0.0034
O, -0.0126, -0.0072, -0.0023
O, -0.0122, 0.0332, 0.0546
O, -0.0237, 0.0119, -0.0339
O, -0.0063, 0.006, 0.0115
O, -0.0095, -0.0016, -0.0087
O, 0.0063, 0.0013, 0.0061
O, 0.0169, -0.0266, 0.0227
O, 0.0079, -0.0033, 0.0043
O, -0.0104, 0.0052, -0.0075
O, -0.0062, -0.0041, -0.0026
O, -0.0085, -0.004, -0.0018
O, 0.0076, -0.0092, -0.0117
O, -0.0048, -0.0048, 0.0039
O, -0.01, 0.0011, -0.0033
O, 0.0248, -0.0017, 0.0252
O, 0.0056, 0.0068, 0.0179
O, -0.0048, -0.0031, 0.0038
O, -0.0052, 0.0078, -0.0001
O, 0.0023, 0.0014, -0.0109
O, 0.0066, -0.0035, -0.0028
O, -0.0141, 0.0106, -0.0145
O, 0.0004, 0.011, 0.0121
O, -0.0005, -0.002, 0.0105
O, -0.002, 0.0002, 0.0082
O, -0.013, 0.0096, -0.0149
O, 0.0089, -0.0015, 0.0068
O, 0.0006, -0.0065, 0.0004
O, 0.0056, -0.0072, 0.0007
O, -0.0117, -0.0037, -0.0082
O, -0.0131, 0.0028, 0.0091
O, 0.0026, 0.0016, 0.0032
O, -0.0063, -0.0023, -0.0041
O, 0.0003, -0.0107, 0.0041
O, 0.0112, 0.0225, -0.0075
O, 0.0096, -0.0048, 0.0074
O, -0.003, 0.0012, 0.0044
O, 0.0055, 0.002, -0.0015
O, 0.0146, -0.0151, -0.0057
O, -0.0005, -0.004, 0.0087
O, -0.0022, 0.004, 0.0017
O, -0.0098, 0.0072, 0.0055
O, 0.0093, -0.0103, 0.0069
O, 0.0048, 0.003, 0.0086
O, -0.0062, 0.0022, -0.0015
O, -0.0005, 0.0065, 0.0021
O, -0.0038, -0.0009, 0.0015
O, -0.0017, 0.0079, -0.0041
O, 0.0016, -0.0051, -0.008
O, -0.003, 0.0028, -0.0068
O, -0.0068, 0.009, -0.0115
O, 0.0134, -0.0119, -0.0111
O, -0.0108, -0.0034, 0.0029
O, 0.0028, -0.0065, -0.0007
O, 0.0112, -0.0027, 0.0007
O, -0.001, 0.0028, 0.0022
O, -0.0019, 0.0005, 0.0014
O, -0.0001, 0.0031, 0.0029
O, -0.0026, 0.0062, 0.0018
O, -0.007, -0.0034, -0.0014
O, 0.0102, 0, -0.0011
O, -0.0019, 0.013, 0.0016
O, 0.0005, -0.0012, -0.002
O, 0.0011, -0.0037, 0.0012

The program warned: the cutoff lies below the one the program advises for these potential files; the forces do not sum to zero within the program's tolerance; the exchange-correlation potential is rough where the density is thin.
